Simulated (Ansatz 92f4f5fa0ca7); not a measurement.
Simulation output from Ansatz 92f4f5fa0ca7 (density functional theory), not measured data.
Periodic cell of 273 atoms, Si165O106P2, from a study of silicon, its oxide and their interface. The atomic structure is a simulated model.

Settings
functional: PBE
potential files: Ansatz PAW
basis: plane waves
wave-function cutoff: 700 eV
density cutoff ratio: 5
exchange-correlation grid ratio: 1
k mesh: 2 x 2 x 1, shifted by 0.5 0.5 0.5 of a step
self-consistency stop: 5e-08 eV per atom in the density residual
occupations: fixed
spin: none
net charge: 0

Cell vectors (angstrom)
a, 11.6015, 0, 0
b, 0, 13.3963, 0
c, 0, 0, 29.8085

Atoms: element, x, y, z (angstrom)
Si, 11.5727, 0.22, 22.8897
Si, 3.887, 0.1934, 22.99
Si, 7.6666, 0.0962, 23.1213
Si, 2.0715, 3.5, 22.7457
Si, 5.9046, 3.6723, 22.9623
Si, 9.757, 3.5334, 22.9949
Si, 11.7106, 6.8387, 22.8902
Si, 3.9542, 6.998, 23.0417
Si, 7.7952, 6.8853, 23.2269
Si, 2.0552, 10.2352, 23.1985
Si, 5.8575, 10.0992, 23.2461
Si, 9.912, 10.0934, 23.2155
Si, 11.7213, 2.4501, 23.7313
Si, 3.9717, 2.461, 23.7268
Si, 7.7899, 2.3952, 23.7424
P, 2.0835, 5.7552, 22.8369
Si, 5.803, 5.7847, 23.9637
Si, 9.7966, 5.7233, 23.8613
Si, 11.8104, 8.9669, 23.9823
Si, 3.8963, 9.0802, 24.112
Si, 7.872, 9.1039, 23.968
Si, 1.9154, 12.5062, 23.7789
Si, 5.7462, 12.3836, 23.9002
Si, 9.7089, 12.4127, 23.7817
Si, 11.6693, 2.3326, 26.1562
Si, 3.8838, 2.3442, 26.1506
Si, 7.7552, 2.3041, 26.1607
P, 1.9519, 5.6086, 26.2576
Si, 5.7789, 5.66, 26.3048
Si, 9.7329, 5.6401, 26.2402
Si, 11.6904, 8.9178, 26.3169
Si, 3.8756, 8.957, 26.4124
Si, 7.8001, 9.0199, 26.3089
Si, 1.9248, 12.3695, 26.1868
Si, 5.7736, 12.3345, 26.2649
Si, 9.7043, 12.351, 26.1865
Si, 1.9678, 1.1862, 27.0059
Si, 5.8053, 1.2002, 27.0085
Si, 9.709, 1.1993, 26.9905
Si, 11.6833, 4.5347, 27.0636
Si, 3.8193, 4.5373, 27.0724
Si, 7.7526, 4.512, 27.0253
Si, 1.969, 7.7381, 27.1105
Si, 5.8573, 7.8847, 27.0757
Si, 9.7124, 7.8552, 27.0602
Si, 11.6268, 11.2002, 27.0238
Si, 3.8348, 11.2265, 27.0606
Si, 7.7568, 11.2591, 27.0431
Si, 1.9336, 1.1164, 29.4135
Si, 5.8008, 1.1164, 29.4135
Si, 9.6679, 1.1164, 29.4135
Si, 0, 4.4654, 29.4135
Si, 3.8672, 4.4654, 29.4135
Si, 7.7343, 4.4654, 29.4135
Si, 1.9336, 7.8145, 29.4135
Si, 5.8008, 7.8145, 29.4135
Si, 9.6679, 7.8145, 29.4135
Si, 0, 11.1635, 29.4135
Si, 3.8672, 11.1635, 29.4135
Si, 7.7343, 11.1635, 29.4135
Si, 0, 0, 0.3944
Si, 3.8672, 0, 0.3944
Si, 7.7343, 0, 0.3944
Si, 1.9336, 3.3491, 0.3944
Si, 5.8008, 3.3491, 0.3944
Si, 9.6679, 3.3491, 0.3944
Si, 0, 6.6981, 0.3944
Si, 3.8672, 6.6981, 0.3944
Si, 7.7343, 6.6981, 0.3944
Si, 1.9336, 10.0472, 0.3944
Si, 5.8008, 10.0472, 0.3944
Si, 9.6679, 10.0472, 0.3944
Si, 11.5491, -0.0468, 2.7437
Si, 3.8452, -0.0703, 2.8031
Si, 7.6652, -0.0874, 2.7724
Si, 1.9307, 3.271, 2.743
Si, 5.7554, 3.2763, 2.7997
Si, 9.5955, 3.3118, 2.7605
Si, 11.5738, 6.6395, 2.7549
Si, 3.8719, 6.6224, 2.7388
Si, 7.7363, 6.6456, 2.7674
Si, 1.9257, 10.005, 2.7504
Si, 5.8219, 10.0412, 2.7706
Si, 9.6768, 9.9782, 2.75
Si, 11.5511, 2.2059, 3.4407
Si, 3.82, 2.1276, 3.6471
Si, 7.6796, 2.1184, 3.5598
Si, 1.9081, 5.5032, 3.4714
Si, 5.8078, 5.5259, 3.5649
Si, 9.6525, 5.5263, 3.6112
Si, 11.613, 8.8697, 3.555
Si, 3.8941, 8.8712, 3.4247
Si, 7.7409, 8.8782, 3.5474
Si, 1.8662, 12.234, 3.5481
Si, 5.7552, 12.2188, 3.7419
Si, 9.6174, 12.2003, 3.511
Si, 11.4797, 2.1665, 5.7593
Si, 3.7339, 2.0353, 6.0709
Si, 7.6108, 1.9734, 5.927
Si, 1.8819, 5.4149, 5.8059
Si, 5.8082, 5.4718, 5.9385
Si, 9.6259, 5.4538, 6.013
Si, 11.6437, 8.8011, 5.9298
Si, 3.9203, 8.7959, 5.7392
Si, 7.7789, 8.8179, 5.9175
Si, 1.7875, 12.1684, 5.9175
Si, 5.7224, 12.1246, 6.2504
Si, 9.5887, 12.1178, 5.8635
Si, 1.6362, 0.9829, 6.7329
Si, 5.6733, 0.9948, 7.0101
Si, 9.6378, 0.9443, 6.597
Si, 11.5761, 4.3244, 6.7201
Si, 3.8303, 4.3289, 6.5598
Si, 7.6986, 4.1855, 6.6246
Si, 2.0356, 7.6371, 6.5106
Si, 5.8359, 7.743, 6.6929
Si, 9.7228, 7.7139, 6.731
Si, 11.4592, 10.9996, 6.773
Si, 3.6586, 10.9428, 6.6462
Si, 7.7614, 10.982, 6.8578
O, 9.9077, 7.9115, 8.3913
O, 9.9077, 0.8342, 8.246
O, 1.0386, 0.9294, 8.3184
O, 3.0819, 10.562, 8.1573
O, 5.8263, 7.9166, 8.3556
O, 5.6145, 1.1957, 8.6938
O, 3.775, 4.3396, 8.2072
O, 7.6595, 3.7429, 8.2501
O, 0.0475, 4.2869, 8.393
O, 11.1648, 10.9618, 8.4244
O, 8.127, 10.7763, 8.4942
O, 2.3801, 7.5082, 8.1143
O, 11.4473, 0.235, 21.2097
O, 9.7756, 3.6439, 21.331
O, 4.3017, 7.5754, 21.519
O, 5.9727, 4.1452, 21.3438
O, 5.7848, 9.8376, 21.593
O, 2.1076, 3.1732, 21.1065
O, 7.3462, 13.4122, 21.4819
O, 3.9427, 0.2007, 21.325
O, 7.6534, 6.917, 21.5791
O, 2.1628, 10.1608, 21.5503
O, 11.3513, 7.0189, 21.2638
O, 10.3173, 9.7475, 21.6248
Si, 11.5854, 6.4627, 11.2876
Si, 1.5902, 10.3908, 16.2164
Si, 0.2326, 3.7023, 9.9072
Si, 8.0999, 12.8348, 20.1653
Si, 2.8504, 10.4757, 9.7547
Si, 2.5916, 10.3735, 20.001
Si, 10.3282, 3.6943, 19.7952
Si, 0.2609, 12.8172, 17.0742
Si, 10.8249, 0.7021, 19.7587
Si, 3.1733, 7.7738, 16.2106
Si, 0.2502, 6.5034, 19.793
Si, 9.3998, 2.5425, 14.2736
Si, 2.9143, 2.5629, 11.0287
Si, 5.1499, 11.9985, 15.3229
Si, 5.0263, 8.7371, 20.631
Si, 3.6212, -0.3704, 11.268
Si, 5.5989, 8.906, 14.7736
Si, -0.1547, 11.3268, 9.9983
Si, 9.5388, 10.0331, 20.2237
Si, 3.4614, 0.0333, 19.7709
Si, 7.4733, 4.7193, 9.5334
Si, 2.3873, 12.3847, 14.1436
Si, 6.1984, 0.6068, 10.1276
Si, 2.7884, 2.8558, 19.6455
Si, 5.7256, 4.4556, 13.6412
Si, 7.4917, 0.2271, 15.5745
Si, 9.6256, 11.3569, 15.1843
Si, 1.997, 6.585, 13.5381
Si, 2.8494, 3.5465, 14.0055
Si, 11.7046, 9.1848, 18.3493
Si, 11.2378, 0.8851, 9.2015
Si, 9.1319, 7.338, 9.7062
Si, 8.6849, 8.5749, 14.5613
Si, 4.7867, 7.1694, 12.3353
Si, 2.9371, 5.6402, 18.7141
Si, 2.5442, 7.4185, 9.7113
Si, 6.2724, 8.4414, 9.8339
Si, 4.3365, 4.7746, 9.6505
Si, 9.3656, 10.5082, 12.2635
Si, 5.9892, 13.0098, 17.9404
Si, 7.9739, 4.9403, 18.3427
Si, 8.315, 5.4262, 15.185
Si, 7.3322, 11.0878, 9.9067
Si, 5.3533, 4.2171, 19.8285
Si, 0.7948, 1.5133, 15.0295
Si, 7.6082, 7.5212, 20.0761
Si, 7.6559, 2.8046, 11.8496
O, 3.4588, 6.0945, 10.0898
O, 1.9565, 2.6793, 15.074
O, -0.3517, 12.9558, 10.1722
O, 8.5015, 8.8484, 19.9158
O, 2.4429, 1.2719, 19.3355
O, 8.1608, 5.3264, 16.7882
O, 2.7521, 11.9632, 19.6527
O, 7.17, 8.7902, 15.1199
O, 1.3007, 0.2114, 14.1648
O, 4.4199, 3.8259, 14.4353
O, 4.2535, 3.4316, 10.6118
O, 10.9674, 2.1036, 14.4701
O, 11.3901, 4.8536, 10.9857
O, 10.8572, 12.0383, 16.0209
O, 8.9425, 6.9255, 14.7525
O, 1.7911, 3.3767, 10.1996
O, 8.4681, 5.9487, 9.2043
O, 11.1357, 2.2955, 19.4815
O, 5.4172, 7.6143, 10.9146
O, 11.3678, 7.6072, 18.6652
O, 7.8792, 8.2787, 10.1442
O, 10.1399, 7.1653, 10.9772
O, 9.2301, 4.1305, 14.7094
O, 8.8416, 11.4521, 20.5339
O, 10.5851, 10.5221, 11.1517
O, 8.3739, 12.2508, 15.7351
O, 4.431, 2.8791, 19.7091
O, 4.7174, 0.1891, 18.7493
O, 10.5059, 10.1309, 18.923
O, 6.8191, 0.6928, 17.0099
O, 0.5225, 6.7631, 12.8198
O, 1.0567, 7.151, 10.29
O, 3.1525, 7.1957, 12.5413
O, 3.9816, 9.5654, 19.7002
O, 6.7986, 5.2127, 14.6054
O, 0.5766, 0.9334, 16.5386
O, 1.5639, 11.8047, 17.0817
O, 5.4125, 8.3035, 13.2922
O, 2.9881, 12.3979, 12.6298
O, 6.4433, 3.2047, 12.8761
O, 2.8115, 9.3459, 16.565
O, 6.0979, 7.9826, 19.6618
O, 1.873, 6.4222, 19.6656
O, 1.4607, 9.6505, 19.1056
O, 9.4956, 9.7271, 15.4527
O, 3.1099, 8.9039, 10.1981
O, 8.989, 9.0544, 12.9945
O, 2.1589, 7.3411, 14.9812
O, 9.0823, 3.825, 18.7609
O, 4.7457, 7.928, 15.7783
O, 7.2616, 1.6115, 10.8265
O, 8.1785, 6.3512, 19.1217
O, 5.9152, 5.1763, 9.6101
O, 7.043, -0.9676, 19.0185
O, 11.0685, 2.2626, 10.0893
O, 8.9906, 2.4074, 12.6957
O, 9.7242, 11.5186, 13.5303
O, 6.5295, 4.272, 18.7065
O, 6.0466, 10.0608, 9.9559
O, 1.3645, 10.8524, 10.2823
O, 5.1744, 10.4859, 14.7084
O, 1.7116, 10.9333, 14.6377
O, 11.3694, 13.0771, 18.6036
O, 5.4681, 11.8396, 16.9236
O, 8.1012, 11.0037, 11.3494
O, 11.2607, 5.0074, 19.5332
O, 8.3843, 1.4977, 15.062
O, 2.4056, 4.0556, 18.5503
O, 3.7632, 11.7128, 10.3132
O, 9.1928, 0.5623, 19.725
O, 2.7748, 2.6676, 12.6403
O, 3.6658, 12.6499, 15.1275
O, 7.9983, 4.104, 10.9334
O, 5.1269, 0.2705, 11.3241
O, 4.3724, 5.5036, 19.5008
O, 6.2204, 13.0776, 14.6553
O, 3.075, 6.5825, 17.3548
O, 2.7915, 0.9502, 10.7045
O, 0.3023, 9.4839, 16.7425
O, 5.2335, 5.6211, 12.6069
O, 2.149, 4.989, 13.7836
O, 6.9048, 12.624, 9.6967

Results
free energy: -166708.933 eV
free energy less fixed offsets of O -569.03, P -756.45, Si -635.61 eV per atom: -3.203 eV

Forces (eV/angstrom), in the order of the atoms: element, x, y, z
Si, -0.015, 0.0078, -0.0629
Si, 0.0298, 0.0113, -0.0549
Si, -0.0304, -0.003, -0.048
Si, 0.0076, 0.0474, -0.0723
Si, -0.0033, 0.0169, -0.0798
Si, -0.0143, -0.0073, -0.062
Si, -0.0323, -0.0269, -0.0969
Si, -0.018, 0.0112, -0.1325
Si, -0.0261, -0.0758, -0.0259
Si, -0.0224, 0.0109, -0.0517
Si, -0.017, -0.0015, -0.0539
Si, 0.0253, 0.0086, -0.0464
Si, -0.0188, -0.0287, 0.0036
Si, 0.0144, -0.041, 0.0003
Si, -0.0245, 0.013, 0.0006
P, 0.0356, -0.0428, 0.276
Si, 0.1035, -0.001, -0.0558
Si, -0.0566, 0.0206, -0.0362
Si, 0.0518, 0.0105, -0.0024
Si, -0.046, -0.0066, -0.0235
Si, 0.0105, 0.0158, 0.0106
Si, 0.0064, -0.015, 0.0244
Si, 0.0166, -0.0116, -0.0017
Si, -0.007, -0.0291, 0.014
Si, 0.0065, -0.0096, -0.0173
Si, -0.0096, 0.001, -0.0186
Si, -0.0107, 0.0085, -0.0208
P, -0.0129, 0.0143, -0.068
Si, 0.0157, 0.0047, -0.0138
Si, -0.0065, 0.0072, -0.0209
Si, 0.0167, 0.0407, 0.0034
Si, -0.0405, 0.0316, 0.0029
Si, -0.0101, 0.012, -0.0077
Si, 0.0028, 0.0074, -0.0285
Si, 0.0107, 0.0144, -0.0112
Si, 0.0082, 0.0131, -0.0179
Si, -0.0023, 0.0064, 0.0089
Si, -0.0019, -0.0123, 0.0038
Si, 0.0079, -0.0026, 0.012
Si, 0.0208, 0.0074, 0.0063
Si, -0.0112, 0.0034, -0.0106
Si, 0.0098, 0.0095, 0.0176
Si, -0.0012, -0.0041, -0.0009
Si, 0.0357, -0.0095, -0.0042
Si, -0.0205, -0.01, 0.004
Si, 0.0082, -0.0087, 0.0024
Si, -0.0128, -0.0002, -0.0083
Si, 0.0155, 0.0068, -0.0038
Si, 0.0503, 0.2033, -0.2528
Si, 0.0257, 0.1879, -0.2499
Si, 0.0954, 0.1694, -0.3011
Si, -0.0175, -0.014, 0.1646
Si, 0.0181, -0.0133, 0.1048
Si, 0.102, 0.0285, -0.1488
Si, 0.0344, -0.0311, 0.5469
Si, 0.1031, 0.0383, 0.3026
Si, 0.0818, 0.017, 0.0473
Si, 0.0453, 0.118, -0.1885
Si, -0.1142, 0.223, 0.1169
Si, 0.034, 0.2048, -0.1065
Si, -0.0797, -0.1284, -0.2087
Si, 0.0493, -0.1833, 0.2733
Si, -0.2007, -0.2476, 0.0306
Si, 0.1086, -0.161, -0.0989
Si, -0.1311, -0.1283, 0.2449
Si, -0.1728, 0.0083, 0.0032
Si, -0.106, -0.0334, 0.0181
Si, -0.0074, -0.1639, -0.1334
Si, 0.0274, -0.0639, 0.0619
Si, -0.0431, -0.0118, -0.0918
Si, 0.118, 0.1064, 0.0106
Si, 0.0076, -0.1375, -0.1242
Si, -0.0006, -0.0006, 0.0161
Si, 0.0287, -0.0026, -0.0131
Si, -0.0221, -0.0046, -0.0101
Si, 0.0313, 0.0056, 0.0079
Si, -0.0058, 0.0023, -0.0205
Si, -0.0324, -0.0062, 0.0075
Si, -0.0089, 0.0115, 0.0072
Si, 0.0066, -0.0075, 0.0111
Si, 0, 0.002, -0.0071
Si, -0.0193, 0.0046, 0.0066
Si, 0.0089, 0.0002, 0.0013
Si, -0.0036, 0.0048, -0.0015
Si, -0.0043, -0.012, -0.0003
Si, 0.0009, -0.0096, 0.0251
Si, 0.0115, 0.0019, 0.0197
Si, -0.0091, -0.0079, 0.0108
Si, 0.0028, -0.0139, 0.0166
Si, 0.0005, -0.0168, 0.0215
Si, 0.0037, -0.021, 0.0208
Si, -0.0059, -0.0097, 0.0019
Si, -0.0157, -0.019, 0.0137
Si, 0.0022, -0.0111, 0.0151
Si, 0.0078, -0.0017, 0.0385
Si, 0.0118, -0.0049, 0.0182
Si, -0.0081, -0.0116, 0.0399
Si, -0.0107, -0.0139, -0.0329
Si, -0.0007, 0.0069, -0.0069
Si, -0.0145, -0.0012, 0.013
Si, 0.0248, 0.0054, -0.0024
Si, 0.0052, -0.0077, -0.0265
Si, 0.0194, -0.0146, -0.0237
Si, 0.0254, -0.0074, 0.0395
Si, 0.0032, -0.0085, -0.0062
Si, -0.055, -0.0157, 0.0256
Si, -0.0162, -0.0323, -0.078
Si, 0.0247, 0.0132, 0.0268
Si, -0.097, 0.0151, 0.0442
Si, 0.0028, 0.0487, 0.0562
Si, 0.0614, 0.0025, 0.0518
Si, -0.0016, 0.01, 0.0612
Si, -0.0042, -0.0015, 0.0402
Si, -0.0081, -0.0208, 0.0588
Si, 0.023, 0.0088, 0.0607
Si, -0.0201, 0.0029, 0.0389
Si, 0.0105, 0.0314, 0.059
Si, -0.0231, 0.026, 0.0399
Si, -0.0537, 0.02, 0.0474
Si, 0.0673, 0.0081, 0.0546
O, -0.0316, -0.0228, -0.0018
O, 0.0257, -0.0007, -0.0319
O, -0.0026, -0.0179, 0.01
O, 0.0399, -0.0252, 0.025
O, 0.0045, -0.002, -0.0199
O, 0.0158, -0.0186, -0.0133
O, 0.0246, -0.0029, -0.005
O, -0.0072, 0.0097, -0.0159
O, -0.004, -0.0165, -0.011
O, 0.0261, -0.0009, -0.019
O, -0.0284, -0.0129, -0.0149
O, -0.032, -0.0046, 0.001
O, 0.0011, 0.0133, 0.0146
O, 0.0065, 0.0092, -0.0006
O, 0.0181, 0.0645, -0.0251
O, -0.0007, -0.0028, 0.0211
O, -0.0079, -0.0016, 0.0018
O, 0.0149, -0.0138, -0.0096
O, 0.0411, 0.0053, -0.0115
O, -0.0076, 0.0056, 0.0095
O, 0.0117, 0.0204, 0.0063
O, -0.0058, 0.0093, 0.0344
O, 0.0273, 0.0345, -0.0726
O, -0.049, 0.0181, -0.0127
Si, -0.0038, 0.004, 0.0056
Si, 0.0002, -0.0017, -0.0007
Si, -0.0012, -0.0043, 0.0142
Si, 0.0039, -0.0035, 0.009
Si, 0.0118, -0.0022, -0.009
Si, 0.0041, 0.0013, -0.0316
Si, 0.0066, 0.0055, -0.0033
Si, 0.0035, 0.0007, 0.0023
Si, -0.0029, 0.0088, -0.0155
Si, -0.0006, -0.0038, 0.0044
Si, -0.0113, 0.0136, 0.0244
Si, 0.0016, 0.0007, -0.0017
Si, 0.0031, -0.0029, 0.0012
Si, -0.0013, -0.0011, 0
Si, -0.0035, -0.0078, 0.0026
Si, 0.0005, -0.0015, -0.0008
Si, -0.0004, -0.0024, 0.0033
Si, 0.0009, 0.0022, 0.0205
Si, -0.0018, -0.0001, 0.0079
Si, -0.0045, 0.0042, -0.0173
Si, -0.0022, 0.0107, 0.0012
Si, -0.0012, -0.0038, -0.0021
Si, 0.0007, -0.0045, 0.0086
Si, -0.004, 0.0058, -0.0069
Si, -0.0006, -0.0002, 0.0024
Si, -0.005, 0.0027, 0.0029
Si, 0.0021, -0.0006, 0.0008
Si, -0.0054, 0.0025, 0.0037
Si, -0.0008, -0.0018, 0.0062
Si, -0.01, -0.0097, -0.0028
Si, 0.0105, -0.0028, 0.0115
Si, 0.0002, -0.0049, 0.0016
Si, 0.0019, -0.002, 0.0016
Si, 0.0002, 0.0004, -0.0021
Si, -0.0046, 0.0054, 0.0074
Si, -0.0008, 0.0009, -0.0002
Si, -0.0018, 0.0053, 0.0128
Si, 0.0055, 0.0012, 0.0017
Si, -0.001, -0.0023, 0.0027
Si, 0.0052, -0.0014, 0
Si, 0.0026, 0.0005, -0.003
Si, 0.0018, 0.0022, 0.0014
Si, -0.0071, -0.0006, 0.0056
Si, -0.0071, 0.0052, -0.0053
Si, 0, 0.0008, 0.0028
Si, 0.0048, 0.007, -0.0091
Si, 0.0021, 0.001, 0.0002
O, -0.0013, 0.0033, -0.0053
O, -0.0156, -0.0098, -0.0136
O, -0.0005, -0.0159, -0.027
O, 0.0058, -0.0054, 0.0105
O, 0.0171, -0.012, 0.0215
O, 0.0028, -0.0093, -0.0085
O, 0.014, -0.007, 0.0196
O, -0.0155, -0.0046, -0.0092
O, 0.0085, 0.0069, 0.0175
O, -0.0072, 0.0105, -0.0308
O, 0.0056, 0.0082, 0.0007
O, -0.0025, -0.0053, 0.0091
O, 0.0143, 0.0127, -0.0197
O, 0.0035, 0.0088, -0.0011
O, -0.016, -0.0056, 0.0031
O, -0.0207, -0.007, 0.0047
O, -0.0034, 0.0113, 0.0221
O, -0.017, -0.0054, 0.0194
O, 0.0062, 0.0093, -0.0196
O, 0.0181, 0.0224, 0.008
O, -0.0017, -0.0228, -0.0126
O, 0.0051, -0.0129, -0.0231
O, -0.0181, -0.0071, -0.0015
O, -0.0018, 0.0099, -0.0211
O, 0.0002, 0.0192, -0.0007
O, -0.0026, 0.008, -0.0107
O, -0.0181, 0.0268, 0.003
O, -0.0049, -0.022, 0.007
O, 0.0134, -0.0153, 0.0063
O, -0.0017, -0.0296, -0.0143
O, 0.0174, -0.0079, -0.0187
O, 0.0047, -0.0089, 0.0156
O, -0.0007, -0.0193, 0.019
O, -0.0133, 0.0078, 0.0308
O, 0.013, -0.0145, -0.0105
O, -0.0026, -0.0115, -0.0269
O, -0.0234, -0.0056, -0.0117
O, -0.0097, -0.0058, 0.0193
O, -0.004, 0.014, 0.0054
O, 0.0119, 0.0175, -0.0097
O, -0.0044, 0.0019, -0.0247
O, 0.0046, 0.0052, 0.0281
O, -0.0026, -0.0191, -0.0234
O, -0.0089, 0.0012, 0.0138
O, 0.0014, 0.0228, -0.0179
O, -0.0158, -0.0019, -0.0186
O, -0.0046, 0.0244, 0.0113
O, 0.0205, -0.0074, -0.0039
O, -0.0006, 0.0195, 0.0119
O, -0.0005, 0.0063, -0.0153
O, -0.0086, 0.0026, 0.0017
O, -0.0177, -0.0094, 0.0061
O, 0.0041, -0.0206, 0.002
O, -0.0098, 0.0222, -0.0045
O, 0.017, -0.0003, -0.0258
O, -0.0225, 0.0105, 0.0177
O, -0.0111, -0.0268, 0.0088
O, 0.0039, 0.0109, 0.0188
O, 0.0295, -0.0148, -0.0047
O, -0.0055, 0.0017, -0.015
O, 0.0045, 0.001, 0.0126
O, 0.0183, 0.0193, 0.0158
O, -0.0006, 0.0084, 0.01
O, 0.0072, 0.0311, -0.0159
O, -0.0041, -0.0026, -0.0005
O, -0.0086, -0.0028, 0.008
O, 0.0131, -0.004, -0.001
O, 0.0155, 0.0104, 0.0283
O, -0.0034, 0.0093, 0.0082
O, 0.0156, -0.0208, 0.0118
O, 0.0064, 0.0193, -0.0059
O, 0.0091, -0.0179, -0.0161
O, -0.0195, -0.0165, -0.0052
O, 0.0093, -0.008, -0.0132
O, -0.0112, -0.026, -0.0183
O, -0.0147, -0.0087, 0.0315
O, 0.0033, 0.0033, -0.0032
O, -0.0057, 0.0067, 0.0135
O, 0.0029, 0.0126, 0.0308
O, -0.0048, -0.0006, 0.0075
O, 0.0148, -0.0022, -0.0027
O, -0.0053, 0.0069, 0.0192

The program warned: the cutoff lies below the one the program advises for these potential files; the forces do not sum to zero within the program's tolerance; the exchange-correlation potential is rough where the density is thin.
